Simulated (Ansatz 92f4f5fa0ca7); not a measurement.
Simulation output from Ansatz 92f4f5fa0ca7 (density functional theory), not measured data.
Periodic cell of 252 atoms, Si144O100N8, from a study of silicon, its oxide and their interface. The atomic structure is a simulated model.

Settings
functional: r2SCAN
potential files: Ansatz norm-conserving
basis: plane waves
wave-function cutoff: 1300 eV
density cutoff ratio: 4
exchange-correlation grid ratio: 1
k mesh: 2 x 2 x 1, shifted by 0.5 0.5 0.5 of a step
self-consistency stop: 5e-08 eV per atom in the density residual
occupations: Fermi-Dirac, 0.05 eV
spin: none
net charge: 0

Cell vectors (angstrom)
a 10.888 0 0
b 0 10.888 0
c 0 0 35.3074

Atoms and the computed forces on them: element, x, y, z (angstrom), force x, y, z (eV/angstrom)
Si -0.1883 0.5664 0.0833 -0.0784 0.0451 0.0607
Si 2.5427 3.4797 0.2631 -0.0452 0.0484 0.0942
Si 0.6407 5.0364 0.2472 0.0386 -0.0395 0.171
Si 3.0436 8.2207 -0.071 -0.0024 -0.006 0.1176
Si 5.7519 0.1363 -0.0203 0.0063 -0.0294 0.1437
Si 8.8659 2.2007 -0.0416 0.0923 -0.031 0.1952
Si 5.6733 6.6417 -0.5604 -0.0485 -0.0238 0.2356
Si 7.6724 8.9001 -1.2594 -0.0365 0.0381 0.2046
Si 1.4942 1.598 1.4003 0.0824 -0.0107 0.0452
Si 4.3255 4.4077 1.657 -0.0121 -0.0465 0.0324
Si 1.5599 6.895 1.3186 -0.0078 -0.0336 -0.0354
Si 4.2546 9.6534 1.3042 -0.0139 0.0202 -0.0078
Si 7.0728 1.4252 1.3701 0.009 0.0216 -0.0337
Si 9.6691 4.0118 1.3028 -0.003 0.0085 -0.02
Si 6.0881 6.1914 1.6294 0.0248 0.1298 0.1145
Si 9.5789 9.6584 1.1966 0.0479 -0.0294 0.1246
Si 0.0082 2.7218 2.8393 -0.0154 -0.0039 0.0085
Si 2.7913 0.0548 2.6441 -0.0192 -0.0064 0.0189
Si 0.0208 8.2006 2.5458 -0.0086 -0.0173 -0.0038
Si 2.7294 5.5613 2.9097 -0.0065 0.0078 -0.0188
Si 5.5656 2.7171 2.7204 0.0507 0.0038 0.0028
Si 8.2116 -0.0627 2.7557 0.002 0.0181 -0.0301
Si 5.3567 8.1412 2.7805 0.038 -0.0317 -0.059
Si 8.1272 5.346 2.5803 -0.0001 -0.0218 -0.0257
Si 1.3508 4.1252 4.1549 0.0019 0.0191 0.0455
Si 4.1576 1.3559 4.0395 -0.0239 0.0365 -0.015
Si 1.367 9.5548 3.9899 0.0042 0.0299 -0.0088
Si 4.0232 6.9172 4.2638 0.0029 -0.0261 0.0084
Si 6.8831 4.0486 4.1234 -0.0121 -0.0225 0.0106
Si 9.5347 1.3178 4.1333 0.0232 0.0297 0.0092
Si 6.8077 9.473 4.0834 0.0116 -0.0394 0.0101
Si 9.5144 6.8018 3.9054 -0.0244 0.0292 -0.0142
Si 0.0302 -0.0197 5.4308 0.0118 0.013 0.0182
Si 2.7872 2.7205 5.4036 0.0204 -0.0241 -0.0118
Si -0.0469 5.5051 5.4265 -0.0259 -0.0626 -0.0078
Si 2.6366 8.253 5.5411 -0.0639 -0.0221 -0.0289
Si 5.4474 -0.0205 5.4463 -0.0272 0.0261 -0.0231
Si 8.1942 2.6878 5.5144 0.0109 -0.0184 0.0033
Si 5.4728 5.464 5.4219 -0.0032 -0.0026 -0.0003
Si 8.2078 8.1169 5.3806 0.0475 -0.004 0.0097
Si 1.4062 1.3577 6.7504 -0.0028 0.0045 0.0039
Si 4.1123 4.0951 6.7717 -0.0014 0.0288 -0.0233
Si 1.2816 6.8432 6.8671 0.0251 0.0163 0.0043
Si 4.0568 9.5776 6.8587 -0.0007 -0.0154 0.0006
Si 6.7981 1.322 6.8415 0.0073 -0.0056 -0.017
Si 9.5596 4.1001 6.8212 0.0078 0.008 0.0011
Si 6.8461 6.787 6.7717 -0.0105 0.0138 -0.0286
Si 9.5366 9.4933 6.7678 -0.0056 -0.0144 0.0172
Si 0.0921 2.7329 8.1285 0.0184 -0.0169 -0.0071
Si 2.6492 0.0135 8.2136 0.0312 0.0077 0.0193
Si -0.0694 8.2029 8.2525 -0.0121 0.0007 0.0265
Si 2.7103 5.4186 8.1337 0.0081 -0.047 0.0041
Si 5.4551 2.7535 8.1557 -0.0442 -0.0117 -0.0064
Si 8.1585 -0.0839 8.1682 0.0034 0.0072 0.0016
Si 5.48 8.162 8.1093 0.0095 -0.0092 0.0264
Si 8.1611 5.4324 8.1644 -0.0144 -0.0027 0.0219
Si 1.3702 4.0999 9.5863 0.0038 0.017 0.0502
Si 3.9896 1.4672 9.4521 0.0089 -0.0193 0.0247
Si 1.3079 9.5324 9.6558 0.0123 0.0035 0.0225
Si 4.1538 6.7509 9.4161 -0.0335 0.0069 0.0419
Si 6.8711 4.0416 9.547 -0.004 0.0229 0.0163
Si 9.6173 1.2997 9.3861 -0.0206 0.0268 -0.0094
Si 6.7666 9.4726 9.5882 0.0043 0.0164 0.053
Si 9.392 6.8527 9.5629 0.0109 -0.0136 0.0151
Si -0.1227 0.0738 11.0207 0.0329 -0.011 0.0749
Si 2.7318 2.7229 11.0033 0.0531 -0.0502 0.0222
Si -0.1081 5.4918 10.8284 0.0609 -0.1024 0.0717
Si 2.7908 8.031 10.7918 -0.014 0.0436 -0.0678
Si 5.3003 0.0633 10.7172 0.0043 -0.0011 0.0188
Si 8.3329 2.6048 10.7835 0.0838 -0.0471 -0.0215
Si 5.5046 5.4566 10.8461 -0.0473 -0.017 0.0892
Si 8.0644 8.1071 11.1061 -0.0192 -0.0176 0.0554
Si 1.2903 1.4539 12.4259 0.023 -0.0502 -0.0236
Si 4.3488 3.9873 12.2077 -0.0825 0.0715 0.0241
Si 1.3089 6.8118 12.1357 0.0094 0.0629 0.0771
Si 3.9291 9.604 12.0603 -0.0009 0.0501 -0.022
Si 6.9013 1.1871 11.9855 -0.0003 0.0374 0.048
Si 9.609 4.0004 12.2359 -0.0174 -0.0114 0.0246
Si 6.7929 6.5603 12.5011 -0.0609 0.0417 0.0124
Si 9.3708 9.5565 12.4605 0.0032 0.0117 0.0405
Si 0.4139 3.2787 13.7162 -0.0424 0.0365 0.1192
Si 2.107 -0.5283 13.4119 -0.1366 -0.1307 -0.1926
Si 0.4331 8.6106 13.4482 0.111 0.0542 -0.1095
Si 3.8861 4.952 14.2931 -0.1321 0.0467 -0.1067
Si 5.2818 2.3021 15.14 -0.1366 -0.0248 0.0621
Si 7.793 0.9136 15.5041 -0.087 -0.0373 -0.2532
Si 5.2773 9.2042 13.9174 0.0242 0.1055 -0.0722
Si 7.8697 4.8003 13.5855 0.0661 -0.046 -0.09
Si 1.6177 5.3517 13.9998 -0.0016 -0.1866 -0.1172
Si 6.2213 3.0071 13.1985 0.036 0.1196 -0.1509
Si 3.6618 10.4335 15.1236 0.1192 -0.1114 -0.1468
Si 5.3163 6.9172 14.4304 0.0156 0.0418 -0.0781
Si 8.6904 5.5666 15.7644 -0.0599 -0.0532 -0.2
Si 10.0901 2.8157 15.7235 0.0604 0.0463 -0.3311
Si 7.408 10.4547 13.6024 -0.0036 -0.0927 0.0305
Si 11.4225 7.0707 15.2276 0.0575 -0.0218 -0.1541
Si 8.468 3.1793 32.29 0.0428 -0.0255 0.3113
Si 16.9603 -10.6264 27.9587 0.0117 -0.04 0.202
Si 4.7362 9.6661 17.6766 -0.0499 0.0054 -0.2746
Si 3.6086 3.6742 17.0334 0.0077 0.0346 -0.1782
Si 11.8548 13.1872 18.1188 -0.0181 0.0176 -0.3512
Si 2.8302 5.8316 23.9577 0.0244 0.0525 -0.0616
Si 15.2603 18.1534 19.2251 -0.0296 -0.0109 -0.318
Si 17.9584 0.6478 20.3384 0.0296 -0.0101 -0.2555
Si 6.0936 7.1531 16.6958 0.1187 -0.0601 -0.2994
Si 10.0125 3.1492 27.7176 -0.0095 -0.0041 0.1969
Si 8.9436 9.6182 19.3446 0.065 0.0617 -0.2393
Si 12.4499 18.7973 19.8411 0.045 -0.0174 -0.2843
Si 12.2398 3.1683 23.2222 -0.0159 -0.0295 -0.1568
Si 5.8225 1.7275 17.9292 -0.0629 -0.0479 -0.3745
Si 13.6338 9.5723 22.1829 -0.0361 -0.0579 -0.21
Si 8.0074 17.9194 22.5088 0.0262 -0.0022 -0.2269
Si 1.5203 -2.3716 24.7951 0.0292 0.0447 0.0135
Si 10.2691 4.622 18.0797 -0.0243 0.0343 -0.288
Si 12.6213 9.1378 17.1367 0.0127 0.0127 -0.2771
Si 10.2228 10.9797 17.0419 0.04 0.0741 -0.1819
Si 16.2183 -0.2165 22.7356 0.0557 -0.0169 -0.1649
Si 7.863 -5.6968 24.7178 0.0219 0.0715 0.0169
Si 9.5216 20.0908 24.218 -0.0057 0.0189 -0.0772
Si 15.8162 -3.3276 22.2177 -0.0113 0.0086 -0.2519
Si 8.8231 5.9273 27.3589 0.0131 0.0381 0.1639
Si 9.4609 6.9169 19.7337 0.0413 -0.0536 -0.2674
Si 12.9693 9.2242 27.737 -0.0086 -0.0579 0.2108
Si 6.0742 -6.2012 28.3897 -0.0395 0.0369 0.2506
Si 23.5744 13.6509 29.1119 0.0431 0.019 0.2589
Si 14.15 11.9728 27.3406 -0.0296 0.0406 0.1734
Si 4.4975 -12.6057 29.4254 -0.0179 0.0155 0.2411
Si 4.1561 2.1455 33.3565 -0.0189 0.0261 0.1888
Si 5.8553 -6.303 32.6241 0.0149 -0.0023 0.2509
Si 7.5183 10.9933 25.0879 -0.0481 -0.0066 0.0647
Si 25.515 1.7336 24.5127 -0.0159 -0.0605 0.0153
Si 23.248 1.2478 20.9087 -0.0342 -0.0257 -0.3026
Si -0.2906 18.6089 29.0679 0.0002 -0.0174 0.2939
Si -6.2695 17.3667 30.4162 0.0007 -0.0567 0.2529
Si -1.3224 2.5543 24.876 0.0556 -0.0054 0.0445
Si -3.3261 2.3215 29.492 0.0162 0.0196 0.2933
Si 9.6163 10.9132 21.7308 -0.0509 -0.0462 -0.2339
Si 20.6126 8.0923 31.9607 -0.0352 -0.0037 0.2759
Si 2.8286 11.3138 31.0743 -0.0175 -0.031 0.3224
Si 10.5908 5.2837 32.5414 -0.0209 0.0129 0.26
Si 12.9713 17.134 17.6214 -0.074 0.0127 -0.2381
Si 15.8938 4.3409 25.4912 0.0288 0.0162 0.1357
Si 12.6067 16.5112 30.312 -0.0215 0.0155 0.2357
Si 1.154 -1.1451 33.1261 0.0017 0.0048 0.2366
O 4.1637 -3.6451 34.5332 0.0179 -0.0238 -0.1039
O -8.8834 -1.3671 23.6201 -0.027 0.0047 0.0638
O 6.6701 -0.7175 34.2184 0.0827 -0.0526 -0.1204
O 0.0414 5.4317 34.0941 -0.0432 0.0277 -0.243
O 4.8979 1.2657 34.4833 -0.034 0.0428 -0.0986
O -2.5734 11.8182 21.3496 0.0444 0.002 0.0937
O 15.7246 13.7644 24.8255 -0.0001 -0.0079 -0.0276
O 12.7102 -3.9068 24.4438 -0.0087 -0.0348 0.0132
O 0.1677 -2.3593 32.7606 -0.0226 -0.0205 -0.0941
O 13.4583 2.4953 27.7105 0.0278 -0.0327 -0.1038
O 0.6222 -15.3399 29.4528 -0.0307 0.0333 -0.1024
O 1.0968 -5.5538 31.7614 0.0705 0.006 -0.1535
O 5.7021 5.1447 34.1267 0.008 -0.0757 -0.2378
O 6.7685 7.5672 34.0055 0.0362 0.0034 -0.0939
O 7.5385 6.3629 16.6415 0.04 0.0429 0.1941
O 11.3813 9.9785 16.4783 -0.0626 0.0463 0.1087
N 6.4959 1.7618 16.3264 0.0456 0.095 0.2781
O -0.9429 10.6282 18.5886 -0.0628 -0.053 0.1528
O 5.3231 6.6186 18.0571 -0.0763 -0.0143 0.1954
N 3.2873 9.7877 16.7059 0.0745 -0.0076 0.2063
O 5.9475 8.814 16.9169 -0.0265 0.0061 0.1743
O 10.8701 3.352 18.8736 -0.0139 -0.0284 0.1488
O 10.6948 2.8528 23.7151 -0.026 0.0083 0.0294
O 12.3393 -1.7615 18.7512 -0.0133 -0.0243 0.2185
O 15.604 -9.7569 28.0221 -0.0206 0.009 -0.0673
O 15.0622 11.9809 15.1891 -0.0786 0.2451 0.0417
N 15.19 3.6958 15.483 0.112 -0.0802 0.0302
O 13.3569 10.9672 21.4075 0.0344 -0.026 0.0938
O 11.0287 7.166 20.0781 -0.0201 0.0197 0.0739
O 10.8276 19.6012 24.995 -0.0129 -0.0051 0.0077
O 25.4239 5.1764 25.2015 -0.0139 -0.0042 -0.0115
O 15.1353 11.7347 23.2841 -0.018 0.0581 0.0397
O 7.4492 -0.6644 19.4317 -0.0489 0.0133 0.1235
O 8.4628 6.2413 25.8068 -0.0295 -0.0168 -0.0718
O 14.1349 16.1282 17.1632 -0.0175 0.023 0.0853
N 9.495 4.2228 16.5865 -0.0153 0.0197 0.2734
N 12.4922 -3.3677 16.5395 0.0645 -0.0313 0.2453
O 37.7678 8.02 30.3851 -0.0158 0.0394 -0.0936
O 3.5759 12.003 32.3026 -0.0364 -0.0566 -0.1429
O 15.2958 19.7707 19.0383 0.0213 -0.0399 0.1903
N 13.5854 6.8434 19.0945 0.0303 0.036 0.2062
O 2.184 15.1228 29.6388 0.0034 -0.0745 -0.0973
O 9.867 6.6989 15.5993 -0.1733 0.0853 0.073
O 11.5896 16.3547 17.7489 -0.0169 -0.0109 0.0851
O -2.0727 12.9803 15.0072 0.009 -0.1207 0.0095
O 6.7752 12.7223 19.2522 0.0766 -0.0225 0.1744
O 2.195 13.8143 17.2775 0.0076 -0.0175 0.0672
O 1.8598 15.6033 23.2665 0.0022 0.006 0.0406
O 8.4367 -1.2079 25.3076 0.0128 0.0138 -0.0028
O 6.2588 15.9893 24.8275 -0.0162 -0.0011 -0.0191
O 22.4231 8.8148 28.3439 0.0487 0.0564 -0.1058
O 10.8551 0.8661 21.2368 -0.0112 -0.0006 0.0795
O 4.9288 6.9855 20.6949 0.0578 0.0164 0.2197
O 13.0674 -9.2841 30.1782 -0.0413 0.0902 -0.1822
O 9.8981 8.3861 30.3798 0.0443 -0.0036 -0.2089
O 7.4551 -5.4256 28.0804 0.0338 0.0083 -0.0772
O 9.5051 9.5439 20.8633 0.018 0.055 0.1473
O 20.7405 10.4701 23.25 0.0023 -0.0183 0.1133
N 15.3164 9.2156 22.4172 0.0063 0.0369 0.0912
O 19.8614 19.0117 18.7449 0.0149 -0.0359 0.1257
O 5.1258 11.1656 18.0642 0.0253 0.0091 0.1164
O 8.5594 14.6808 25.007 -0.0059 -0.0094 -0.0128
O 3.9397 6.536 23 -0.0375 -0.0686 0.0883
O 1.6739 13.5341 21.7087 0.0122 0.0653 0.1388
O 4.7161 13.8213 17.9837 -0.0285 0.0176 0.1092
O 20.1762 5.4995 18.989 -0.029 0.0886 0.1398
O 23.3885 12.2774 19.288 0.0174 -0.0327 0.2338
O 19.0969 5.6006 23.2079 -0.018 -0.0208 0.0544
O 14.4045 0.7854 25.788 0.0087 0.0263 -0.0904
O 10.3223 2.4051 26.3101 -0.0136 -0.0216 -0.1122
N 21.6809 12.5779 16.8761 0.1019 -0.0862 0.2655
O 13.1965 9.0998 34.0681 -0.055 0.0518 -0.1467
O 2.2906 13.2326 24.2271 0.0048 0.0105 0.0243
O -6.9772 -22.2568 30.2925 0.0622 -0.0773 -0.1491
O 8.7532 21.695 16.3799 0.0743 -0.0475 0.1559
O 8.9582 8.0572 23.2688 0.0189 0.0146 0.0638
O 17.2819 3.4533 29.402 -0.0126 0.0067 -0.0987
O 8.5102 1.3312 24.696 -0.002 0.0172 -0.0046
O 24.754 24.7859 34.0527 0.0097 -0.0264 -0.1307
O 11.1076 2.7521 28.8219 -0.0589 0.0008 -0.1024
O 24.7971 17.4046 30.5515 0.0189 0.0163 -0.0716
O 20.471 -4.4017 32.139 -0.0219 0.0399 -0.0992
O 8.3707 13.2543 33.6937 -0.0542 0.0413 -0.2627
O 6.4752 7.5134 22.6796 0.0141 -0.0092 0.0589
O 8.6107 13.5645 28.331 0.06 0.0126 -0.1182
O 17.9123 11.7412 29.1171 -0.0311 -0.0393 -0.1012
O 3.2864 -2.3627 28.5583 -0.0495 0.009 -0.0986
O -1.4549 -3.6478 28.0605 -0.0538 -0.0417 -0.1015
O 17.4178 -0.2461 23.8318 0.0317 0.0152 0.0437
O 9.9338 4.7482 27.4741 -0.0012 -0.0029 -0.0507
O 5.244 16.594 31.6692 -0.0583 0.0687 -0.1816
O -5.7464 3.1437 32.5615 0.0052 0.0111 -0.087
O 17.603 0.3491 26.4737 0.0345 0.0144 -0.1229
O 8.1936 -8.6252 30.9863 -0.0468 -0.0458 -0.2276
O 8.4643 -4.0066 20.9824 -0.0825 0.0134 0.1848
O 16.7093 11.2345 21.2951 -0.0613 -0.0215 0.1505
O 13.0034 -2.4981 21.265 0.0463 0.0751 0.1768
O 1.7041 10.3481 31.7319 0.0527 0.0337 -0.1567
O 8.4877 8.8995 32.6424 0.0561 -0.0044 -0.1045
O 8.6903 30.6486 35.3278 -0.0379 0.0096 -0.0928
O -5.8336 -5.1707 29.0747 0.0552 -0.0598 -0.135
O 7.4081 4.3892 32.2838 -0.001 0.0269 -0.1055
O -5.5509 4.1542 27.0578 -0.0327 -0.0194 -0.1409
O 11.2517 0.0251 33.9294 0.0507 -0.0509 -0.2047
O 9.9278 3.8532 32.2011 -0.0052 -0.0138 -0.1107
O 13.1284 19.7236 26.1909 -0.0023 -0.0121 -0.1043
O 13.1607 -0.068 27.8909 -0.0034 0.01 -0.0695
O 5.6684 9.6478 28.4076 0.0192 0.0463 -0.0934

Results
free energy: -65712.348 eV
free energy less fixed offsets of N -289.75, O -463.61, Si -117.95 eV per atom: -48.548 eV
pressure: -0.21 GPa
stress xx, yy, zz, yz, xz, xy (GPa, positive in tension): 0.67, -0.04, 0, -0.28, -0.33, 0.03
